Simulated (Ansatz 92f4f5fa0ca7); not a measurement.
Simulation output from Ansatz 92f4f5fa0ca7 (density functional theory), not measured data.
Periodic cell of 416 atoms, Si264O152, from a study of silicon, its oxide and their interface. The atomic structure is a simulated model.
Doubt: the cutoff is far below the 930 eV that the study's wrapper takes by default for these files, so forces and energies are approximate.
This geometry differs little from another in the collection (a relaxation step or a small displacement).

Settings: functional PBE; potential files Ansatz PAW; basis plane waves; wave-function cutoff 580 eV; density cutoff ratio 5; exchange-correlation grid ratio 1; k mesh 1 x 1 x 1, Gamma-centred; self-consistency stop 5e-08 eV per atom in the density residual; occupations fixed; spin none; net charge 0.

Cell vectors (angstrom)
a 15.4687 0 0
b 0 12.8259 0
c 0 0 36.8746

Atoms and the computed forces on them: element, x, y, z (angstrom), force x, y, z (eV/angstrom)
Si 0.0023 1.1715 34.1682 -0.0033 -0.0016 -0.0013
Si 3.8815 1.1655 34.2048 0.0007 -0.0016 -0.0025
Si 7.7324 1.1741 34.1949 0.0012 -0.0028 -0.002
Si 11.634 1.1682 34.1941 -0.0011 -0.0015 -0.0005
Si 1.9572 7.5835 34.1681 0 -0.001 -0.0021
Si 5.8352 7.5823 34.207 -0.0033 -0.001 -0.0055
Si 9.7062 7.5917 34.1796 0.0016 0.0005 0.0002
Si 13.5593 7.5736 34.195 0.0017 0.0012 0.0003
Si 1.9336 5.247 34.6077 0.1204 0.0238 -0.3582
Si 5.8008 5.247 34.6077 -0.082 0.0985 0.1455
Si 9.6679 5.247 34.6077 0.1394 0.1482 0.1318
Si 13.5351 5.247 34.6077 0.1896 -0.1051 -0.0209
Si 0 11.6599 34.6077 -0.0955 0.0802 0.4114
Si 3.8672 11.6599 34.6077 0.0738 -0.0167 0.2509
Si 7.7343 11.6599 34.6077 0.2624 0.2089 0.0134
Si 11.6015 11.6599 34.6077 0.1792 0.1169 -0.3705
Si 0 4.664 35.8445 -0.0951 0.0206 -0.0091
Si 3.8672 4.664 35.8445 0.0219 0.0289 -0.0056
Si 7.7343 4.664 35.8445 -0.0104 -0.0028 -0.0059
Si 11.6015 4.664 35.8445 -0.0724 -0.0381 -0.0183
Si 1.9336 11.0769 35.8445 -0.002 0.0159 0.0137
Si 5.8008 11.0769 35.8445 -0.0663 -0.0017 -0.0281
Si 9.6679 11.0769 35.8445 -0.0769 -0.0317 -0.0441
Si 13.5351 11.0769 35.8445 0.0198 0.083 0.0367
Si 0 2.332 36.2567 -0.0767 -0.0619 -0.1226
Si 3.8672 2.332 36.2567 0.0489 -0.0057 0.065
Si 7.7343 2.332 36.2567 -0.0555 0.029 0.0212
Si 11.6015 2.332 36.2567 0.1395 0.054 -0.0033
Si 1.9336 8.745 36.2567 0.0438 -0.0189 -0.1399
Si 5.8008 8.745 36.2567 0.0237 0.0205 0.0924
Si 9.6679 8.745 36.2567 0.0514 -0.0172 -0.0384
Si 13.5351 8.745 36.2567 0.1228 -0.0189 -0.0019
Si 1.9336 1.749 0.6188 -0.004 -0.0127 -0.0362
Si 5.8008 1.749 0.6188 -0.0245 0.0381 0.0174
Si 9.6679 1.749 0.6188 -0.0166 -0.0496 -0.047
Si 13.5351 1.749 0.6188 -0.0299 0.0239 0.0158
Si 0 8.162 0.6188 -0.0572 -0.0027 -0.0172
Si 3.8672 8.162 0.6188 -0.0408 0.0077 -0.0202
Si 7.7343 8.162 0.6188 -0.0043 -0.0046 -0.0118
Si 11.6015 8.162 0.6188 -0.0561 -0.0407 -0.0181
Si 0 5.83 1.031 0.0808 0.0053 0.0279
Si 3.8672 5.83 1.031 -0.0263 0.0138 0.0392
Si 7.7343 5.83 1.031 -0.0061 0.0106 0.0042
Si 11.6015 5.83 1.031 0.0684 0.0024 -0.0063
Si 1.9336 12.2429 1.031 0.0001 -0.0182 0.0121
Si 5.8008 12.2429 1.031 0.0553 -0.0179 -0.008
Si 9.6679 12.2429 1.031 0.0681 0.0244 0.0313
Si 13.5351 12.2429 1.031 -0.046 -0.029 0.0079
Si 1.9336 5.247 2.2678 -0.0735 0.0007 -0.1254
Si 5.8008 5.247 2.2678 0.0828 0.014 0.0579
Si 9.6679 5.247 2.2678 -0.0647 -0.0114 0.1352
Si 13.5351 5.247 2.2678 -0.1852 -0.0236 -0.0174
Si 0 11.6599 2.2678 -0.0035 -0.0219 -0.1015
Si 3.8672 11.6599 2.2678 0.0381 0.0164 0.0818
Si 7.7343 11.6599 2.2678 -0.0905 -0.0003 -0.0004
Si 11.6015 11.6599 2.2678 0.0075 0.0066 0.0099
Si 1.9336 2.915 2.68 0.0084 -0.0095 0.022
Si 5.8008 2.915 2.68 0.0264 -0.0174 -0.0021
Si 9.6679 2.915 2.68 0.0299 0.0131 0.0101
Si 13.5351 2.915 2.68 0.0359 -0.0194 -0.0027
Si 0 9.328 2.68 0.0834 -0.0329 0.0021
Si 3.8672 9.328 2.68 0.0293 -0.062 -0.0324
Si 7.7343 9.328 2.68 0.0187 -0.0114 0.0069
Si 11.6015 9.328 2.68 0.07 0.1036 0.0773
Si 0.3858 -0.2192 26.6717 0.0023 -0.0013 -0.003
Si 3.6176 -1.7862 28.5337 0.0061 -0.0004 0.0037
Si 8.2342 0.3376 27.7705 0.0079 0.0004 -0.0002
Si 10.585 0.7568 27.5773 -0.0098 0.0016 0.0064
Si 3.6588 3.2313 28.2685 0.0223 -0.0094 0.0004
Si 5.3437 6.9053 26.5885 -0.003 -0.002 -0.0062
Si 10.7514 5.8261 25.9183 0.0041 -0.0022 -0.0055
Si 13.385 6.3221 27.4703 0.0032 -0.0047 0.0095
Si 2.2653 6.4856 27.5504 -0.0102 0.0166 0.0054
Si 6.2141 4.0996 26.795 -0.0055 0.0083 -0.0095
Si 9.7481 5.1669 28.5667 -0.0193 0.003 0.0014
Si 13.4695 4.0147 27.994 0.0032 0.0089 0.0042
Si -1.4095 10.3215 27.0995 0.0049 0.0072 0.0062
Si 3.2429 11.3111 26.2085 0.008 -0.0038 0.0024
Si 7.6698 10.8082 28.1066 0.0034 -0.0033 0.0097
Si 11.0046 10.5374 27.2148 -0.0029 0.0034 -0.0001
Si 0.0325 3.4725 29.0482 -0.0123 0.0037 0.0039
Si 1.6912 4.1396 27.4445 0.0041 -0.0033 -0.0105
Si 7.9519 3.8375 29.3601 0.0094 0.0021 0.0027
Si 11.564 3.8011 29.3365 0.0166 -0.0172 0.007
Si 1.6696 9.8452 29.4839 0.0009 0.0026 -0.0065
Si 5.9169 7.8217 29.5647 -0.0001 0.0048 0.0102
Si 9.6616 9.8231 29.0878 -0.0006 0.0023 0.0022
Si 14.6098 9.8825 29.3188 -0.0062 0.0051 -0.0032
Si 0.1216 1.1524 29.5833 0.0017 0.0021 0.0011
Si 3.7679 0.424 29.5748 0.0083 0.0008 0.0033
Si 7.7799 1.4411 29.7605 -0.0014 -0.0027 0.0068
Si 11.4653 1.4285 29.6645 0.0014 0.0049 -0.0066
Si 2.051 7.5106 29.7055 -0.0003 -0.0146 -0.0041
Si 5.7108 10.1607 29.3205 -0.005 0.0075 0.0069
Si 9.7593 7.4047 29.6693 -0.002 0.0013 0.0038
Si 13.7177 7.6239 29.5278 -0.0018 -0.0018 0.0011
Si 1.9026 0.4922 31.0085 -0.0011 0.004 -0.0017
Si 5.7944 0.6432 30.8546 -0.0022 0.0034 -0.0052
Si 9.6613 0.6543 30.9548 -0.0054 0.011 -0.0053
Si 13.5303 0.6494 30.7038 -0.0033 0.0038 0.0035
Si 0.0739 6.8792 30.8418 0.002 0.0019 -0.0023
Si 4.0304 7.0212 30.8429 -0.0063 -0.0004 0.001
Si 7.7735 7.1265 30.9198 0.0015 -0.0044 -0.0014
Si 11.761 7.1546 30.8993 0.0083 -0.0011 0.0026
Si 0.0626 4.567 31.214 0.0018 0.0049 -0.0009
Si 3.9609 4.6703 31.2145 -0.0035 0.006 0.0094
Si 7.7294 4.8167 31.446 -0.0018 0.0017 -0.0041
Si 11.7152 4.8357 31.4114 -0.003 0.0003 0.0053
Si 1.9138 11.0065 31.4953 -0.0017 -0.0045 0.0072
Si 5.8953 11.1727 31.4094 0.0013 -0.0088 -0.0048
Si 9.7517 11.0649 31.1831 0 -0.0036 -0.0008
Si 13.6673 11.119 31.1724 -0.0023 -0.0075 -0.0064
Si 2.0045 4.0837 32.4858 -0.0043 -0.0014 -0.0034
Si 5.8054 4.0859 32.5658 0.0023 -0.0015 -0.0028
Si 9.725 4.1406 32.5436 0.0052 0.0016 -0.0082
Si 13.6132 4.0613 32.5438 -0.0041 -0.0079 -0.0065
Si -0.0329 10.4642 32.6219 0.0063 -0.0015 -0.0034
Si 3.9406 10.4943 32.5801 0.0014 0.0066 -0.0042
Si 7.8464 10.5284 32.5411 -0.0025 -0.0065 -0.0055
Si 11.6938 10.5526 32.4599 -0.0032 0.0011 -0.001
Si 1.9664 1.7659 32.9785 0.004 0.0019 0.0038
Si 5.7919 1.7599 32.9446 -0.0008 0.0031 0.0001
Si 9.6897 1.7847 33.0076 -0.0016 0.0015 0.0036
Si 13.5466 1.7208 32.8738 0.0023 0.0061 -0.0049
Si 0.0048 8.1061 32.9123 -0.0034 -0.0035 -0.0028
Si 3.9334 8.1498 32.9433 0.0043 -0.0031 0.0002
Si 7.7641 8.2249 32.9891 0 0.0088 0.0001
Si 11.6594 8.2459 32.9674 -0.0013 -0.0057 -0.0034
Si 0 2.332 3.9167 -0.1159 -0.0411 -0.057
Si 3.8672 2.332 3.9167 -0.0487 -0.0173 0.0399
Si 7.7343 2.332 3.9167 -0.1447 -0.0446 -0.0013
Si 11.6015 2.332 3.9167 -0.073 -0.2003 -0.0878
Si 1.9336 8.745 3.9167 -0.1478 0.0254 -0.1403
Si 5.8008 8.745 3.9167 -0.057 -0.0863 -0.2844
Si 9.6679 8.745 3.9167 -0.1908 -0.1465 0.4185
Si 13.5351 8.745 3.9167 -0.1608 -0.1173 0.19
Si 1.8947 6.4123 4.3096 0.0024 0.0022 -0.0017
Si 5.8098 6.4066 4.345 -0.0025 0.0038 -0.0018
Si 9.645 6.4062 4.3563 0 0.004 0.0016
Si 13.4599 6.4019 4.3327 0.0047 0.0031 0.001
Si -0.0098 12.8236 4.3153 0.0024 -0.0009 -0.0022
Si 3.8766 12.8259 4.3439 -0.0044 0.0014 -0.0029
Si 7.7132 12.82 4.3342 -0.0032 -0.0018 -0.0011
Si 11.5886 12.8133 4.3348 -0.0029 -0.0014 -0.0013
Si -0.0655 5.8139 5.5069 -0.0045 0.0015 0.0011
Si 3.8341 5.8288 5.5087 -0.0005 0.0003 -0.0015
Si 7.7303 5.8235 5.6439 0.0032 -0.0068 0.0001
Si 11.5418 5.7711 5.6325 -0.0029 -0.0085 0.0016
Si 1.9173 12.2638 5.5532 0.0004 -0.0001 0.0008
Si 5.8003 12.2592 5.6264 0.0062 -0.002 -0.0001
Si 9.6363 12.1682 5.534 0.0034 0.0033 0.0001
Si 13.5334 12.2049 5.5453 -0.0006 -0.0034 -0.0003
Si -0.054 3.4934 5.9718 0.0072 0.0029 0.0045
Si 3.8208 3.5111 5.9748 0.0019 0.0021 0.0077
Si 7.7031 3.4768 5.9885 -0.0003 0.0061 0.0052
Si 11.5461 3.4192 5.9966 0.0003 0.0056 0.0043
Si 1.8513 9.9325 5.9489 0.006 0.0031 0.0031
Si 5.729 9.8999 5.9412 -0.0086 0.0023 0.0048
Si 9.5599 9.8617 6.0573 -0.0005 0.0004 0.0004
Si 13.4608 9.8812 6.0152 0.008 0.0043 0.0033
Si 1.8758 2.9465 7.211 -0.001 -0.0051 0.0049
Si 5.7483 2.9662 7.2337 -0.0065 0.0034 0.0061
Si 9.6049 2.7206 7.1796 0.0075 -0.0026 -0.0027
Si 13.4939 2.8355 7.205 -0.0068 0.0006 0.0025
Si -0.044 9.3296 7.2254 0.0007 0.0047 0.0171
Si 3.7741 9.3502 7.1427 0.0017 -0.0019 -0.0064
Si 7.5487 9.2535 7.2936 -0.0026 -0.0016 0.0051
Si 11.5128 9.2297 7.2636 -0.0003 -0.0024 0.0027
Si -0.1248 6.9919 7.5329 -0.0027 -0.0031 0.0043
Si 3.7603 7.015 7.5267 -0.0006 0.0043 0.0011
Si 7.6403 6.9402 7.7789 -0.0034 0.0012 0.0002
Si 11.4633 6.9326 7.7256 -0.003 0.0007 -0.0032
Si 1.9178 13.4512 7.602 0.0056 0.0026 0.0035
Si 5.8249 13.5041 7.6863 0.006 -0.0061 0.0047
Si 9.6291 13.1758 7.6392 -0.0082 0.0015 -0.002
Si 13.5668 13.3302 7.6092 -0.0016 0.0002 -0.0015
Si 1.8057 6.4188 8.698 0.0005 0.0052 -0.0055
Si 5.5932 6.3733 8.84 -0.001 0.0073 0.0078
Si 9.5616 6.2532 9.0395 -0.0011 -0.012 -0.0099
Si 13.4681 6.3385 8.8139 0.0126 -0.0106 -0.016
Si 0.0354 12.7982 8.858 0.007 -0.0009 0.007
Si 3.8633 12.9227 8.8296 -0.0095 0.0045 -0.012
Si 7.6607 12.6046 8.9221 -0.0067 -0.0039 -0.0062
Si 11.6693 12.5327 8.729 0.0057 0.0002 0.0053
Si 1.8256 4.1324 9.268 0.0005 0.0005 -0.0189
Si 5.6217 4.0689 9.3289 0.0064 -0.0026 -0.026
Si 9.5817 3.8965 9.1931 0.0034 0.0088 -0.0121
Si 13.4101 4.0595 9.2122 -0.0092 0.0077 -0.0114
Si 0.2162 10.5192 9.2749 -0.0087 -0.0001 -0.0293
Si 4.1221 10.6178 9.1037 0.0009 0.007 -0.0053
Si 6.6113 10.4936 9.1036 0.0108 0.0012 0.0027
Si 11.7969 10.2578 9.3699 0.0064 0.0059 -0.0049
Si -0.1568 3.8092 10.5285 0.0066 -0.0078 0.0296
Si 3.6604 3.4759 10.6006 -0.0039 0.003 0.0092
Si 7.6267 3.5414 10.466 0.0004 -0.0036 0.0182
Si 11.5213 3.2279 10.3592 0.0076 -0.0035 0.007
Si 2.2225 9.9896 10.5177 0.0057 0.0015 0.0036
Si 6.7132 9.7837 11.2787 0.0047 0.0024 0.0002
Si 9.8521 9.7348 11.9014 0.003 -0.0006 -0.01
Si 13.8244 9.9199 10.6304 -0.0062 0.0125 -0.0059
Si 0.3091 0.7791 11.0649 0.0029 0.0067 0.0006
Si 3.4668 1.1342 10.9342 -0.0122 -0.0182 0.015
Si 8.3103 0.6414 11.0387 0.0036 -0.0098 0.006
Si 11.5202 0.9251 10.6727 -0.0044 -0.0046 0.0016
Si 1.9723 7.6777 10.6491 0.0035 0.0005 -0.0023
Si 5.0795 7.0817 11.0106 0 -0.0018 -0.0157
Si 9.6767 6.8842 12.2693 0.0052 -0.0013 0.01
Si 14.3788 7.8105 11.4876 0.0024 -0.011 0.024
O -0.9937 -6.1857 26.2695 0.0106 0.0096 -0.0096
O 0.4587 0.216 28.2447 0.0011 -0.0076 -0.0055
O 13.2407 3.0756 26.6083 -0.0035 -0.005 -0.0061
O 6.0962 7.3232 27.9817 -0.0013 -0.0017 -0.0078
O 0.5704 7.5467 11.6006 0.0065 0.005 -0.0055
O 7.8923 4.4397 11.8172 0.0031 -0.0004 -0.0033
O 9.9224 13.6828 11.0702 -0.0064 0.0028 0.0021
O -0.2526 15.1262 11.1616 0.0027 -0.0034 -0.0057
O 4.3722 13.4161 12.1971 0.0037 0.0013 -0.0024
O 10.5462 9.9831 10.4468 -0.0111 -0.004 0.0143
O 3.5033 4.2239 12.0734 0.0004 -0.0011 0.0032
O 3.4375 7.0826 11.2059 0.0075 0.0015 0.0085
O 13.6127 7.6051 12.9295 -0.004 0.0022 -0.0008
O 1.9707 10.5685 12.0821 0.002 0.0014 0.0099
O 15.0398 12.7951 12.2847 0.0011 0.0023 -0.0011
O 6.5802 17.577 14.1522 -0.006 -0.0095 0.0027
O 10.3416 8.3453 12.6012 -0.0006 -0.0007 -0.0034
O 3.9901 3.9727 14.6784 0.019 -0.0046 -0.0052
O 5.7672 5.9882 12.0149 0.0001 0.0037 0.0013
O -0.1933 4.8045 11.86 -0.001 -0.0035 -0.008
O 10.7304 5.83 12.9125 0.0002 -0.0085 -0.005
O 13.4132 10.7739 11.997 0.0003 -0.0014 -0.0002
O 6.0936 10.8474 12.3526 0.0013 0.0008 -0.0003
O 11.2416 3.4752 11.9732 -0.0011 0.005 -0.002
O 9.5155 5.4569 26.9313 0.0048 -0.0016 -0.0047
O 8.3473 11.1706 24.308 0.0008 0.0024 -0.0006
O 3.8059 6.5373 26.9829 -0.0018 -0.0018 -0.0008
O 3.6111 1.5901 28.3946 -0.0085 0.0068 -0.0051
O 10.2995 6.7651 24.6785 -0.0024 0.001 -0.0028
O -1.0358 -1.0155 26.4867 -0.0059 -0.0054 -0.0007
O 11.8878 6.6204 26.8063 -0.0048 -0.0018 -0.0067
O 11.3118 4.4101 25.3445 -0.001 0.0007 0.004
O 1.4464 7.5604 26.6232 -0.0186 -0.0009 -0.0035
O 1.5028 3.5154 25.8873 0.0006 0.0015 0.007
O 10.0713 10.024 25.968 0.0038 0.0007 0.0017
O 3.4296 9.9144 25.3207 0.0056 -0.001 -0.0045
O 7.4501 10.154 26.5835 -0.0036 -0.0025 -0.0087
O 15.9519 1.0969 25.7302 0.0023 0.0035 -0.0047
O 7.1433 3.0278 25.9597 -0.0017 0.0021 0.0022
O 10.8221 1.9527 26.4518 0.0047 0.0012 -0.0027
Si 14.6771 -1.368 22.4051 0.0051 -0.0011 -0.0007
Si -2.2382 7.492 21.4227 0.0085 -0.0025 -0.0027
Si 15.7414 8.513 22.8406 0.0011 -0.0088 0.0027
Si 9.807 16.5064 15.9077 0.0029 0.0062 0.0018
Si 13.0746 13.0542 15.5475 0.0027 -0.0027 -0.0036
Si 7.8404 -0.9267 21.0019 0.001 0.0008 -0.001
Si 11.8949 2.922 25.6753 0.002 0.0037 -0.0089
Si 1.5417 5.1283 18.5908 0.0022 0.0034 0.0039
Si 9.0149 11.9945 13.6168 0.0017 0.0024 -0.0012
Si 15.5297 14.4271 22.4242 0.0076 0 -0.0052
Si 0.3028 12.9566 17.3546 0.0001 0.0004 0.0047
Si 5.1876 11.6146 22.7648 0 0.002 0.0011
Si 7.712 13.1217 18.1149 -0.0004 0.001 0.0038
Si 13.5342 12.256 12.6506 0.0103 0.0007 0.0035
Si 13.6778 7.0307 14.464 -0.0007 0.0025 0.0008
Si 4.813 13.715 13.7414 0.0076 0.0015 -0.0059
Si 8.5239 6.3357 21.2858 -0.0023 -0.0015 -0.0083
Si 8.9556 12.5845 23.7732 -0.0024 -0.0012 -0.0039
Si 3.1419 4.7786 13.5569 -0.0057 0.0034 0.0037
Si 12.4644 2.32 22.6331 -0.0016 0.003 0.0043
Si 7.2234 1.3662 25.9019 -0.0019 0.0037 -0.0056
Si 15.9545 10.8525 19.6836 0.0016 -0.0037 -0.0011
Si 11.4839 5.0558 21.2313 -0.0014 0.0018 -0.0023
Si 6.3571 11.0708 13.9461 0.0001 0.0021 0.0032
Si 0.6311 8.4761 15.555 0.0003 0.0063 0.0025
Si 5.0414 11.3981 17.7696 0.0025 0.0007 0.0057
Si 7.1035 5.483 12.7856 0.0045 0.0018 0.0029
Si 9.0043 9.1183 19.8021 -0.0011 0.0016 -0.0003
Si 3.2603 8.1751 21.8039 0.0007 -0.0034 -0.0025
Si 11.0659 9.4837 21.7076 -0.0034 -0.0011 -0.0017
Si 18.4053 -0.2748 15.6028 -0.0017 -0.003 0.0045
Si 4.3132 0.3801 25.1787 -0.007 -0.0024 -0.0045
Si 0.0536 7.8177 25.8432 0.014 -0.0079 -0.0196
Si 16.7557 8.1446 18.5622 0.0017 -0.0001 0.0056
Si 9.2933 7.6558 23.7564 -0.0004 0.001 -0.0011
Si 11.0054 4.2872 13.3356 -0.0002 0.0056 -0.0001
Si 6.7424 5.7947 19.0348 -0.0035 -0.0028 -0.001
Si 5.6377 8.9187 16.0708 -0.0014 -0.0019 0.006
Si 4.5567 9.0882 24.4454 -0.0048 -0.0024 0.0045
Si -0.9092 4.2089 17.5934 0.003 0.0037 0.0051
Si 15.903 2.5419 19.4426 0.0049 0.0051 -0.0003
Si 19.2484 6.7869 19.2728 0.0008 -0.0013 -0.0043
Si 12.6498 6.2427 18.7945 0.0032 0.0027 0.0025
Si 7.0343 3.3033 17.3105 -0.0113 -0.0036 0.0099
Si 1.5745 2.1091 25.0382 -0.0021 0.0011 0.0009
Si 13.4748 3.1364 14.8284 -0.0038 0.0003 0.0039
Si 8.5443 9.9786 25.3903 0.0006 -0.0006 -0.0035
Si 11.6812 12.306 22.7335 -0.0019 -0.0036 0.0028
Si 5.5645 3.566 14.6707 -0.0006 -0.0085 0.0151
Si 11.0541 6.5413 16.3363 0.0033 0.0026 0.0015
Si 3.293 7.5985 14.6489 0.0045 0.0024 -0.0038
Si -0.0065 4.5954 13.4737 0.0038 0.0056 0.0062
Si 2.2026 10.1648 13.6529 -0.0047 0.0013 -0.0061
Si 10.1875 13.4004 16.1749 -0.0002 -0.0013 0.0035
Si 3.5138 -1.8879 20.5049 -0.0001 0.0017 -0.0016
Si 8.3538 7.7549 17.1759 0.0022 0.0003 0.0055
O 11.5904 6.985 17.8134 0.0016 -0.0011 -0.0009
O 8.2081 6.6786 13.0084 0.0018 -0.0017 -0.0062
O 17.0302 4.6204 13.8545 0.0065 0.0001 -0.0038
O 17.4425 11.3083 20.1638 0.0002 0.0014 -0.0007
O 3.5251 6.8177 20.9119 0.0008 0.0031 0.0022
O 11.0229 -1.7256 21.8524 0.0005 0.0016 0.0001
O 12.3751 4.1606 14.2054 0.0008 -0.0017 -0.0039
O 10.1201 11.0239 12.8816 0.0006 0.0043 0.0031
O -0.975 3.2499 18.9406 -0.0024 0.001 -0.0038
O 16.5555 2.3195 23.4847 -0.0042 -0.0024 -0.005
O 5.0273 12.9089 23.7287 0.0036 -0.0006 -0.0021
O 11.7428 3.609 21.9354 0.0011 -0.0022 -0.0006
O 5.7071 2.254 13.7102 -0.0102 0.0117 0.0108
O 10.5935 9.1943 20.169 0.001 0 -0.0001
O 13.27 7.3607 19.7991 -0.0001 -0.0012 0.0006
O 8.135 0.9537 24.5645 0.0017 -0.0031 -0.0018
O 3.8422 9.3751 20.8581 0.0016 0.0023 0.0005
O 9.7693 3.7256 14.2604 0.0006 0.0016 -0.0034
O 8.3025 8.5329 24.7005 0.0004 -0.0013 -0.0003
O 0.731 1.4143 18.2844 0.0011 -0.0008 -0.0033
O 6.4625 4.3076 18.45 0.0074 -0.0086 -0.0188
O 11.6786 12.7201 16.3627 0.0016 0.0009 -0.002
O -0.7379 7.5586 21.9965 -0.0008 0.0045 0.0047
O 5.6469 0.8823 26.0046 -0.0022 -0.001 0.0012
O 3.7977 -1.1385 21.9177 0.001 0.0009 -0.0004
O 5.3761 8.1056 25.4718 -0.0001 0.0033 -0.0026
O 5.7191 12.5061 14.3347 0.0001 0.0027 -0.0036
O 15.9825 1.7771 20.8673 -0.0009 -0.001 0.0065
O 8.281 10.4089 20.4898 0.0015 -0.0009 0
O 14.5491 8.0305 15.4094 -0.0008 -0.0019 -0.0021
O 10.3342 15.0259 16.366 0.0011 0.0006 -0.0019
O 12.8365 14.4859 14.8109 0.0025 0.0015 0.0001
O 4.4956 11.4382 19.3057 0.0021 0.0003 -0.0043
O 0.8592 9.7249 14.5053 0.0014 -0.0009 0.0025
O 13.8446 3.4633 16.3689 -0.0005 -0.0005 -0.0017
O 8.4782 7.7699 20.5234 0.0025 0 -0.0012
O 7.8918 6.4821 18.0949 0.0008 0.0027 -0.0026
O 9.6175 7.3466 16.1929 0 0.0016 -0.004
O 9.7046 13.0434 14.6446 0.0034 0.0019 0.0023
O 7.2839 5.5484 20.5738 0.0016 0.0009 -0.0024
O 6.3696 11.7474 21.6702 -0.0011 0.001 0.0019
O 14.8369 3.1574 13.9335 0.004 0.0016 -0.0031
O 8.7615 8.9934 18.1919 0.0013 -0.0006 -0.0006
O 12.2 6.8805 15.1876 0.0012 0.0014 -0.0001
O 13.7905 5.6103 17.8418 -0.0013 0.0015 -0.0023
O 2.9432 8.072 18.6332 -0.0007 0.0037 -0.0029
O 16.0246 9.2164 19.5637 -0.0004 0.003 -0.0032
O 16.9248 3.8326 19.6065 0.0003 -0.0006 -0.0002
O 5.882 3.1329 16.1919 0.0132 0.0041 -0.0151
O 5.4289 10.2478 23.6635 0.0011 0.0027 -0.0027
O 7.9327 11.0537 14.3978 -0.0016 -0.0016 -0.0005
O 15.5121 12.823 22.7789 0.0002 0.0025 -0.0019
O 12.3597 6.2204 22.0093 -0.0001 -0.0003 -0.0001
O 14.6208 5.6925 14.3453 0.0052 0.0002 -0.0036
O 15.6408 -1.2144 18.2765 0.0015 0.0025 -0.0023
O 3.2276 8.8956 13.6587 0.0029 -0.0009 0.002
O 11.8648 0.931 21.979 0 -0.0009 -0.0025
O 1.4598 12.8372 16.2129 0.0029 0.0018 -0.0038
O 3.9158 12.0818 16.8161 0.0012 0.0022 -0.0034
O 0.8538 8.7933 17.1299 0 0.0022 -0.002
O 3.1112 1.5127 25.0581 0.0004 -0.0012 0.0009
O 7.0832 8.1908 16.2551 0.0014 0.0025 -0.0024
O 9.0881 12.8224 17.2539 0.0023 0.0023 -0.0024
O 6.4645 12.1911 17.6142 -0.0002 0.0011 -0.0011
O 10.766 4.9211 16.3875 0.0015 -0.0015 -0.0026
O 3.5481 1.02 14.7948 -0.0003 0.0028 0.0009
O 10.6013 12.586 23.9641 0.0026 -0.0005 -0.0021
O 12.5733 8.9139 21.8762 0.0006 0.0027 0.0015
O 8.3523 3.9163 16.5756 -0.0054 -0.0007 0.0001
O 5.2829 9.829 17.3777 0.0016 0.0014 -0.0036
O 10.131 8.703 22.8078 -0.0004 -0.0026 0.0007
O 14.3287 13.1007 16.5885 0.0008 0.0027 -0.0024
O 15.8676 7.7752 24.2734 -0.0028 0.0062 0.0196
O 2.8554 11.4036 14.4516 0.0033 0.0049 0.0012
O 8.3402 6.6608 22.8757 -0.0005 0.0001 0.0042
O 8.7185 12.6533 22.1583 0.0008 -0.0007 -0.0005
O 3.6296 6.3115 13.7513 0.0013 -0.0095 -0.0024
O 7.9333 12.8657 19.7045 0.0006 -0.0004 -0.0029
O 11.9728 5.0344 19.6708 0.001 0.0003 -0.0006
O 4.4465 7.8198 15.7953 0.0011 0.0021 -0.0015
O 0.6769 4.5902 17.2855 0.0001 -0.002 -0.0046
O 5.6646 9.8678 14.7628 0.0005 0.0021 -0.0033
O 1.6894 8.4477 22.0689 -0.0036 0.0011 0.0024
O 14.0797 2.35 22.4673 0.0004 0.0003 -0.0031
O 7.3427 1.8663 17.976 -0.0021 0.0181 -0.0092
O 12.2087 2.259 24.2378 -0.003 0.0037 -0.0004
O 16.303 6.599 18.9513 -0.0008 0.0008 -0.0029
O 13.3441 12.0588 14.2676 -0.0006 0.0026 0.0063
O 3.9606 8.1073 23.2779 0.0004 0.0013 -0.0047
O 3.1421 5.4552 18.5322 0.0012 -0.0001 -0.0021
O 15.2913 10.0813 23.0493 -0.0005 0.0005 -0.0014
O 9.8999 5.4526 21.1895 0.0029 0.0003 0.0011
O -2.2817 11.7269 23.0555 -0.0007 0.0013 -0.0019
O 1.7895 7.3515 15.254 0.0032 -0.0005 -0.0014
O 14.7857 -1.5623 20.7678 0 0.0006 0.0007
O 5.389 6.7318 18.9971 0.0047 0.0003 -0.001
O 7.4366 2.017 11.0544 0 0.0116 -0.0006
O 12.4238 0.4299 11.967 -0.0009 0.0024 -0.0039
O 12.4832 9.9059 26.9182 0.0048 -0.0049 -0.0033
O 1.9144 0.7588 11.3649 0.0043 0.0119 -0.0058
O 9.5583 6.7777 10.629 0.0014 0.0038 0.011
O 4.7145 3.5175 27.0486 -0.0057 0.002 0.0038
O 4.0511 3.863 29.7466 -0.0018 -0.007 -0.0146
O -7.2095 9.4868 11.6876 0.0052 -0.0037 0.0004
O 8.0865 -0.0703 12.4955 0.0077 0.0067 -0.0065
O 13.6513 6.8219 10.3998 -0.0058 -0.0014 -0.0025
O -8.7022 4.3218 28.3122 0.0044 -0.0024 0.0052
O 1.6143 -1.2122 26.2596 -0.0076 -0.0002 -0.0048
O 6.0948 5.5492 26.0284 0 -0.0048 0
O 11.2693 -0.6708 27.1144 0.0039 -0.003 -0.0077
O 5.7356 8.4953 11.4599 -0.002 -0.0003 0.0078
O 14.9215 -3.5563 26.2064 -0.0022 -0.0014 -0.0074

Results
free energy: -254275.757 eV
free energy less fixed offsets of O -568.88, Si -635.61 eV per atom: -4.957 eV

The program warned: the cutoff lies below the one the program advises for these potential files; the forces do not sum to zero within the program's tolerance; the exchange-correlation potential is rough where the density is thin.
